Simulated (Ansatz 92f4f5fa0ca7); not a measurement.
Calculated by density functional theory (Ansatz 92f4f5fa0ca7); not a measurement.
Periodic cell of 223 atoms, Si132O90P1, from a study of silicon, its oxide and their interface. The atomic structure is a simulated model.
Doubt: the cutoff is far below the 930 eV that the study's wrapper takes by default for these files, so forces and energies are approximate.

Settings: functional PBE; potential files Ansatz PAW; basis plane waves; wave-function cutoff 580 eV; density cutoff ratio 5; exchange-correlation grid ratio 1; k mesh 1 x 1 x 1, Gamma-centred; self-consistency stop 5e-08 eV per atom in the density residual; occupations fixed; spin none; net charge +1 e, with a uniform compensating background and no finite-size correction.

Cell vectors (angstrom)
a, 10.938, 0, 0
b, 0, 10.938, 0
c, 0, 0, 32.1988

Atoms: element, x, y, z (angstrom)
Si, 10.5928, 0.2212, 24.872
Si, 5.7435, 10.6734, 24.7507
Si, 2.4849, 2.9112, 24.6487
Si, 8.4346, 2.4557, 24.8314
Si, 0.2803, 5.161, 24.765
Si, 5.163, 5.7432, 24.699
Si, 2.9414, 8.0017, 24.6018
Si, 7.9445, 8.4332, 24.74
Si, 1.3337, 1.3789, 26.0446
Si, 6.8501, 1.3068, 26.124
Si, 4.0509, 4.1001, 25.9945
Si, 9.611, 4.0543, 26.0913
Si, 1.4019, 6.8241, 26.0052
Si, 6.7748, 6.8491, 26.0333
Si, 4.1054, 9.5317, 26.0038
Si, 9.4706, 9.5666, 26.1533
Si, 2.7327, -0.0093, 27.3539
Si, 8.1641, -0.0219, 27.5631
Si, 0.0168, 2.7169, 27.4939
Si, 5.446, 2.7424, 27.3733
Si, 2.7354, 5.4652, 27.4352
Si, 8.1905, 5.4698, 27.3624
Si, -0.001, 8.1813, 27.3819
Si, 5.4454, 8.1986, 27.4521
Si, 4.0816, 1.3658, 28.7441
Si, 9.584, 1.3558, 28.8621
Si, 1.3726, 4.1138, 28.8277
Si, 6.8299, 4.1052, 28.7419
Si, 4.1032, 6.8187, 28.8147
Si, 9.5587, 6.8221, 28.7513
Si, 1.3717, 9.5652, 28.7387
Si, 6.7802, 9.5431, 28.8764
Si, 0.0231, -0.0247, 30.1705
Si, 5.428, 0.0138, 30.1684
Si, 2.7421, 2.7279, 30.1604
Si, 8.1929, 2.7516, 30.1478
Si, -0.0186, 5.4725, 30.1511
Si, 5.4848, 5.4579, 30.16
Si, 2.7244, 8.2082, 30.1362
Si, 8.2074, 8.1796, 30.167
Si, 1.3777, 1.3588, 31.5387
Si, 6.8238, 1.383, 31.5028
Si, 4.1135, 4.0951, 31.5271
Si, 9.561, 4.1077, 31.5242
Si, 1.3552, 6.8489, 31.4956
Si, 6.849, 6.8186, 31.546
Si, 4.0753, 9.5733, 31.528
Si, 9.5772, 9.5567, 31.5284
Si, 2.7383, -0.0023, 0.725
Si, 8.1914, 0.0127, 0.6598
Si, -0.0032, 2.7414, 0.6931
Si, 5.4837, 2.7347, 0.6988
Si, 2.7322, 5.4965, 0.6616
Si, 8.217, 5.4573, 0.7253
Si, 0.0112, 8.1928, 0.691
Si, 5.464, 8.2106, 0.6921
Si, 4.1276, 1.3771, 2.0703
Si, 9.5434, 1.3672, 2.0406
Si, 1.3743, 4.1411, 2.03
Si, 6.8379, 4.0898, 2.0823
Si, 4.1008, 6.8358, 2.0602
Si, 9.5861, 6.8511, 2.0689
Si, 1.3712, 9.5421, 2.0688
Si, 6.8189, 9.6178, 2.0397
Si, -0.0167, -0.0078, 3.3627
Si, 5.476, 0.0127, 3.4785
Si, 2.7793, 2.8084, 3.357
Si, 8.188, 2.7049, 3.4567
Si, 0.0271, 5.4941, 3.4343
Si, 5.4723, 5.4695, 3.4224
Si, 2.7701, 8.2122, 3.4607
Si, 8.1771, 8.2443, 3.3603
Si, 1.3987, 1.3953, 4.6229
Si, 6.7964, 1.3963, 4.8842
Si, 4.1472, 4.0887, 4.8179
Si, 9.5558, 4.1212, 4.7453
Si, 1.42, 6.8299, 4.8163
Si, 6.8284, 6.894, 4.7354
Si, 4.1061, 9.6037, 4.8478
Si, 9.5702, 9.5542, 4.7341
Si, 2.7147, 0.1163, 6.0889
P, 8.1483, -0.0327, 6.1717
Si, 0.0168, 2.7077, 5.9647
Si, 5.4419, 2.7486, 6.3466
Si, 2.8044, 5.475, 6.1973
Si, 8.1704, 5.4985, 6.0704
Si, 0.0083, 8.1895, 6.1347
Si, 5.5026, 8.2385, 6.1858
Si, 3.7791, 1.591, 7.6335
Si, 9.7538, 1.1877, 7.303
Si, 1.5823, 3.7995, 7.307
Si, 6.6305, 4.4502, 7.4982
Si, 4.3996, 6.6712, 7.5268
Si, 9.3813, 6.9856, 7.4059
Si, 1.0715, 9.925, 7.2805
Si, 7.1144, 9.2428, 7.6475
O, 8.3698, 8.2193, 7.7721
O, 2.6212, 2.7212, 8.0055
O, 9.5283, 1.3422, 24.2647
O, 4.0593, 6.8582, 24.1352
O, -0.1281, 0.0205, 7.8027
O, 5.5402, 5.5858, 8.0553
O, 6.8537, 9.5643, 24.202
O, 1.3759, 4.0556, 24.1749
O, 3.8527, 7.5253, 8.8553
O, 0.646, 4.3939, 8.5112
O, 9.7914, 6.3088, 8.865
O, 1.926, 9.4288, 8.5894
O, 7.4784, 3.9501, 8.827
O, 4.2187, 0.9138, 9.0907
O, 6.7741, 9.5253, 9.2208
O, 9.098, 1.8284, 8.658
O, 7.7173, 3.1459, 23.5272
O, 10.5038, 5.836, 23.454
O, 5.0966, 0.4325, 23.4137
O, 5.8722, 5.0872, 23.3668
O, 3.11, 2.2018, 23.2834
O, 2.3107, 8.7084, 23.2268
O, 8.6284, 7.7477, 23.4045
O, 0.2552, 10.3221, 23.6118
Si, 4.3972, 1.5662, 22.4797
Si, 3.5029, 7.9227, 14.0394
Si, 7.133, 0.9562, 14.6587
Si, 0.955, 9.3468, 22.533
Si, 1.1865, 4.2985, 11.8742
Si, 6.2794, 8.9607, 15.3246
Si, 0.6977, 1.3528, 12.3007
Si, 8.636, 4.9455, 20.5189
Si, 0.2953, 5.7288, 9.3527
Si, 5.1107, 3.1084, 17.9446
Si, 0.884, 3.7294, 16.737
Si, 10.4073, 2.8368, 19.2284
Si, 5.2569, 1.1709, 10.3482
Si, 0.8949, 0.1685, 19.8569
Si, 6.6593, 9.4479, 10.8663
Si, 9.3479, 9.6683, 18.3328
Si, 9.4026, 9.2377, 12.5758
Si, 6.5802, 3.84, 22.5951
Si, 2.4068, 8.0962, 9.3731
Si, 10.6026, 7.3578, 17.0857
Si, 2.5195, 6.2828, 16.5838
Si, 10.1798, 4.476, 14.1731
Si, 6.1486, 9.1769, 18.5217
Si, 7.9307, 2.5578, 9.5354
Si, 8.8946, 2.1184, 12.4236
Si, 5.3534, 6.2329, 18.0688
Si, 3.9332, 0.5482, 19.4794
Si, 4.2788, 3.8325, 12.0568
Si, 5.5538, 6.5931, 12.1454
Si, 8.0231, 2.4907, 17.2188
Si, 4.3667, 2.4716, 14.9685
Si, 1.5551, 1.1979, 15.2608
Si, 1.586, 9.4005, 12.0508
Si, 8.0625, 6.8445, 13.8736
Si, 10.3894, 9.8265, 15.4942
Si, 9.8164, 7.0067, 22.563
Si, 8.1247, 5.4752, 17.417
O, 6.0575, 7.9476, 11.2903
O, 6.0347, 9.2026, 16.9034
O, 7.698, 1.3502, 13.1856
O, 0.9083, 1.7372, 13.8709
O, 9.452, 6.2336, 16.8876
O, 6.7703, 6.1972, 13.1453
O, 5.1514, 4.6465, 18.6103
O, 9.2334, 2.1408, 18.2797
O, 2.3774, 0.0869, 19.0925
O, 9.4203, 10.2242, 16.7729
O, 2.7942, 4.4328, 11.7048
O, 5.0752, 10.3126, 19.1153
O, 9.4284, 3.2465, 13.4409
O, 0.4653, 1.7582, 19.9583
O, 3.1705, 1.3408, 15.0631
O, 8.1765, 5.375, 19.0311
O, 3.9046, 6.5775, 17.3948
O, 4.5743, 3.2686, 16.3923
O, 9.0708, 5.6554, 14.3183
O, 5.4585, 2.7548, 22.1458
O, 10.6723, 4.103, 15.6652
O, 0.3377, 3.8563, 18.2711
O, 10.4374, 10.5026, 19.2254
O, 9.6495, 10.015, 14.0363
O, 10.9134, 8.1168, 22.1016
O, 1.2137, 2.1487, 16.5333
O, 9.7416, 3.7426, 20.417
O, 8.1436, 4.0224, 16.6923
O, -0.0275, 9.0942, 11.9168
O, 6.5913, 2.3956, 17.9991
O, 5.5893, 10.7017, 11.1783
O, 7.7592, 9.5842, 18.8533
O, 10.0523, 0.9986, 12.0599
O, 1.3733, 6.8958, 9.0566
O, 0.629, 4.7638, 13.3409
O, 5.7145, 7.6134, 18.9834
O, 5.2449, 5.0759, 11.5299
O, 2.725, 6.9798, 15.1249
O, 0.9272, 2.7292, 11.4677
O, 0.8708, 10.6733, 15.5521
O, 2.4155, 8.5579, 10.9262
O, 4.6961, 2.42, 11.2845
O, 4.2438, 3.5056, 13.6863
O, 2.1928, 4.6781, 16.4789
O, 10.7121, 8.2392, 15.7057
O, 6.9315, 10.29, 14.6705
O, 2.3574, 8.947, 13.4345
O, 8.051, 1.5183, 15.9006
O, 4.1405, 6.9894, 12.8642
O, 4.1883, 2.001, 18.735
O, 7.3013, 4.4106, 21.2677
O, 8.4368, 2.8567, 11.0487
O, 1.195, 6.8635, 17.3709
O, 5.6742, 1.5887, 14.7488
O, 8.1412, 9.7483, 11.5924
O, 9.216, 6.2787, 21.245
O, 8.9707, 7.706, 12.8595
O, 1.6748, 0.1068, 11.8854
O, 6.6617, 6.1429, 17.0671
O, 7.4129, 7.7999, 15.0454
O, 1.217, 10.2938, 21.2394
O, 10.0347, 8.1874, 18.3616
O, 3.9606, 0.8437, 21.0918
O, 0.3409, 5.3048, 10.9076
O, 6.6523, 1.5695, 9.6062
O, 4.7909, 8.6969, 14.6924

Results
free energy: -135861.298 eV
free energy less fixed offsets of O -568.88, P -755.39, Si -635.61 eV per atom: -6.188 eV

Forces (eV/angstrom), in the order of the atoms: element, x, y, z
Si, 0.0396, -0.0512, -0.1625
Si, -0.0314, 0.0414, -0.2138
Si, 0.028, -0.0375, -0.2038
Si, -0.0435, 0.0464, -0.2157
Si, -0.0269, 0.0273, -0.212
Si, 0.0179, -0.0223, -0.2002
Si, -0.031, 0.0198, -0.1924
Si, 0.0451, -0.043, -0.1969
Si, -0.0011, 0.0202, 0.0095
Si, 0.0128, -0.0135, 0.0556
Si, -0.0114, 0.0099, 0.0345
Si, 0.0074, 0.003, 0.0251
Si, 0.0141, 0.0126, 0.04
Si, 0.0009, 0.0152, 0.0139
Si, -0.001, -0.0026, 0.0177
Si, -0.0247, 0.0084, 0.0454
Si, -0.0058, -0.003, -0.0755
Si, -0.0183, -0.0147, 0.1044
Si, 0.0076, 0.0056, 0.0769
Si, -0.0037, -0.0065, -0.0688
Si, 0.0008, 0.0082, 0.0175
Si, 0.002, -0.013, -0.0705
Si, 0.0003, -0.0158, -0.0689
Si, -0.0205, -0.0169, 0.0438
Si, 0.0201, 0.0039, 0.065
Si, -0.0258, 0.0015, -0.1341
Si, -0.0186, -0.0606, -0.0917
Si, 0.0094, -0.0145, 0.068
Si, -0.0087, 0.0074, -0.0605
Si, 0.0064, 0.0366, 0.0489
Si, -0.0309, 0.0009, 0.0655
Si, 0.1023, 0.0229, -0.147
Si, 0.0368, -0.0201, 0.0133
Si, -0.0598, 0.0569, 0.023
Si, -0.0034, -0.0034, 0.0072
Si, -0.0217, 0.0195, 0.0056
Si, -0.0212, 0.0266, 0.0055
Si, 0.0129, -0.0128, 0.0069
Si, -0.0063, 0.0236, -0.0068
Si, 0.0125, -0.033, 0.022
Si, 0.0017, 0.0017, 0.0054
Si, 0.0033, 0.0145, -0.0204
Si, -0.0075, 0.0031, -0.0088
Si, 0.0195, -0.0026, 0.0179
Si, -0.0022, -0.0066, -0.0186
Si, -0.0088, 0.0108, 0.0107
Si, -0.0055, -0.0365, 0.0259
Si, 0.0109, -0.0037, -0.0273
Si, -0.0227, 0.0216, 0.0061
Si, 0.0028, 0.0138, -0.0433
Si, 0.0026, 0.0113, -0.0219
Si, -0.0156, 0.0025, -0.0232
Si, 0.0089, -0.0061, -0.0328
Si, -0.0088, 0.013, 0.0037
Si, -0.0179, 0.0024, -0.0203
Si, -0.0139, -0.0044, -0.0331
Si, 0.0106, -0.0025, -0.0376
Si, 0.0177, 0.0076, -0.0315
Si, -0.0578, 0.0201, -0.0654
Si, -0.007, -0.0072, -0.0201
Si, 0.0154, 0.0266, -0.0226
Si, 0.0466, -0.0173, -0.0414
Si, 0.0538, -0.0636, -0.0305
Si, -0.0529, -0.0101, -0.0572
Si, 0.1128, 0.149, 0.0902
Si, -0.038, 0.0092, -0.084
Si, -0.0511, -0.1149, 0.1155
Si, 0.0748, 0.0902, -0.0738
Si, -0.0351, -0.0053, -0.06
Si, -0.0206, 0.0219, 0.0209
Si, -0.0617, -0.0398, -0.0923
Si, 0.0224, -0.0705, 0.0999
Si, -0.014, -0.0333, -0.1739
Si, -0.0256, -0.0402, 0.163
Si, 0.0102, 0.0555, -0.0437
Si, -0.0214, 0.0652, -0.0147
Si, 0.0034, 0.0383, 0.0133
Si, 0.0749, 0.036, -0.0811
Si, -0.0103, 0.0558, 0.0364
Si, -0.2458, 0.0342, 0.216
Si, 0.0233, 0.0249, 0.0004
P, 0.1887, -0.2266, 0.0583
Si, -0.0901, -0.1385, 0.0278
Si, 0.0078, -0.067, -0.0642
Si, 0.0238, -0.0068, 0.0098
Si, 0.0063, -0.0174, -0.0203
Si, 0.0559, -0.0672, -0.0879
Si, 0.1252, 0.0888, 0.06
Si, -0.0489, -0.1356, 0.3199
Si, 0.3226, -0.0999, 0.4963
Si, -0.1676, 0.0747, 0.2628
Si, 0.0582, 0.1005, 0.2937
Si, -0.0927, 0.0999, 0.3098
Si, -0.0229, -0.1092, 0.1411
Si, 0.0757, 0.0523, 0.1784
Si, 0.0542, -0.2467, 0.2038
O, -0.1274, 0.1388, -0.0107
O, 0.145, 0.0055, -0.12
O, -0.0063, 0.0144, 0.1084
O, -0.0022, 0.0073, 0.0866
O, 0.0534, -0.0476, -0.0624
O, -0.0089, -0.1107, -0.1313
O, -0.0069, 0.0066, 0.1034
O, -0.0082, 0.0039, 0.101
O, 0.0672, -0.0885, -0.1725
O, 0.0852, -0.0817, -0.181
O, -0.0625, 0.0895, -0.2608
O, -0.1008, 0.0945, -0.2484
O, -0.0647, 0.0834, -0.2173
O, -0.0963, 0.0685, -0.3287
O, 0.0026, 0.1593, -0.5423
O, 0.0031, -0.0421, -0.277
O, 0.0842, -0.0687, 0.1948
O, 0.0786, -0.086, 0.2087
O, 0.0696, -0.0948, 0.2072
O, -0.0756, 0.0893, 0.2067
O, -0.0837, 0.0712, 0.2035
O, 0.0813, -0.0669, 0.2009
O, -0.0875, 0.069, 0.1892
O, -0.0837, 0.0984, 0.2006
Si, 0.0004, -0.0101, -0.3141
Si, 0.0065, -0.0169, 0.2601
Si, -0.0242, -0.0116, 0.2341
Si, -0.0204, 0.0247, -0.3177
Si, 0.0363, -0.0896, 0.3236
Si, -0.0087, 0.0142, 0.1527
Si, 0.0261, 0.0205, 0.2654
Si, 0.0442, -0.042, -0.1877
Si, 0.0668, -0.0135, 0.4422
Si, 0.0156, 0.0165, 0.0347
Si, 0.0355, 0.0103, 0.0777
Si, 0.0044, -0.0169, -0.0628
Si, -0.0387, 0.1125, 0.4647
Si, -0.033, 0.0501, -0.161
Si, 0.0437, -0.0883, 0.5917
Si, -0.0215, -0.0132, 0.0145
Si, 0.0892, -0.0349, 0.3482
Si, 0.0089, -0.0181, -0.294
Si, -0.0269, 0.0283, 0.4051
Si, 0.0046, -0.016, 0.0608
Si, 0.0011, -0.0122, 0.1172
Si, -0.0133, 0.0249, 0.225
Si, 0.0078, -0.0103, 0.0247
Si, -0.0881, 0.0294, 0.5041
Si, 0.051, -0.0484, 0.4138
Si, -0.0103, 0.0033, 0.0047
Si, 0.0155, -0.0243, -0.1592
Si, -0.0461, 0.0798, 0.3274
Si, -0.0412, -0.0838, 0.3008
Si, -0.0075, 0.024, 0.0651
Si, 0.0013, -0.0394, 0.2111
Si, 0.0182, -0.0147, 0.1692
Si, -0.0502, 0.063, 0.3586
Si, 0.0181, 0.0006, 0.2224
Si, 0.0214, -0.0255, 0.1817
Si, -0.0128, 0.0005, -0.2907
Si, -0.0113, 0.0095, -0.0023
O, 0.0708, 0.1978, -0.2352
O, 0.002, -0.0011, -0.0833
O, 0.0543, 0.0403, -0.1981
O, -0.0406, 0.0025, -0.197
O, -0.0015, -0.0003, -0.0223
O, -0.0677, 0.0092, -0.1387
O, 0.0004, -0.0116, 0.0002
O, 0.002, 0.0033, -0.0005
O, -0.0079, -0.0005, 0.04
O, 0.0137, 0.004, -0.063
O, -0.0051, 0.0053, -0.109
O, -0.0162, 0.0199, 0.0223
O, -0.0369, -0.0668, -0.1543
O, 0.009, -0.0116, 0.0375
O, 0.0058, 0.0097, -0.0588
O, 0.0051, -0.0072, 0.0699
O, -0.0154, 0.0006, -0.0332
O, -0.0175, -0.0184, -0.0925
O, -0.0093, 0.0097, -0.0746
O, 0.0045, 0.01, 0.0961
O, -0.0358, 0.0119, -0.1176
O, -0.003, -0.0017, -0.0108
O, 0.0275, 0.0056, 0.0301
O, -0.0468, -0.0159, -0.2015
O, 0.0022, -0.0018, 0.0985
O, 0.0022, -0.025, -0.0516
O, -0.0302, 0.0357, 0.0599
O, 0.003, -0.0033, -0.0226
O, 0.0272, -0.0105, -0.1222
O, 0.0023, -0.003, -0.0141
O, -0.0004, 0.0244, -0.1595
O, 0.0014, 0.0015, -0.0021
O, -0.038, -0.0015, -0.1009
O, 0.0018, -0.0321, -0.16
O, 0.0616, -0.0017, -0.1748
O, 0.0028, 0.0042, 0.0017
O, 0.0075, -0.0231, -0.1201
O, 0.0287, 0.0518, -0.132
O, 0.0013, 0.0387, -0.1206
O, 0.0009, 0.0107, -0.0585
O, 0.0511, -0.0796, -0.2991
O, 0.0625, -0.1761, -0.2154
O, 0.001, 0.0589, -0.2207
O, -0.008, -0.008, -0.0331
O, -0.0062, 0.0293, -0.0681
O, 0.0151, 0.0207, -0.0735
O, -0.0584, 0.0413, -0.1625
O, -0.0139, -0.0323, -0.1029
O, 0.0667, -0.0379, -0.1521
O, -0.0071, -0.0156, 0.0244
O, -0.0679, -0.0358, 0.1445
O, -0.0721, 0.0383, -0.3545
O, 0.002, 0.0018, -0.0284
O, 0.0086, 0.006, -0.0727
O, -0.1691, 0.0134, -0.2169
O, 0.0352, 0.0701, 0.1413
O, 0.0163, 0.0628, -0.1343
O, 0.0235, -0.0365, -0.1111
O, 0.0123, -0.0002, -0.0169
O, 0.028, -0.0399, -0.0951
O, 0.0047, -0.0784, 0.1801
O, 0.0037, 0.0033, -0.0065
O, 0.0209, 0.047, 0.1958
O, -0.0766, 0.0957, -0.2759
O, 0.0562, 0.0138, -0.1881
O, -0.0427, -0.0193, -0.0894

The program warned: the cutoff lies below the one the program advises for these potential files; the exchange-correlation potential is rough where the density is thin.
